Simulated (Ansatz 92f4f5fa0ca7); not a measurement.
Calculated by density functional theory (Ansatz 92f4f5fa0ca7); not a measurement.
Periodic cell of 320 atoms, Si176O144, from a study of silicon, its oxide and their interface. The atomic structure is a simulated model.

Settings
functional: PBE
potential files: Ansatz PAW
basis: plane waves
wave-function cutoff: 700 eV
density cutoff ratio: 5
exchange-correlation grid ratio: 2
k mesh: 2 x 2 x 1, shifted by 0.5 0.5 0.5 of a step
self-consistency stop: 5e-08 eV per atom in the density residual
occupations: Fermi-Dirac, 0.05 eV
spin: none
net charge: 0

Cell vectors (angstrom)
a  15.4691  0  0.0024
b  0  15.4691  0.0173
c  -0.6126  -0.8721  22.1731

Atoms: element, x, y, z (angstrom)
Si  -2.3882  -1.6077  14.864
Si  -2.7269  3.4704  14.6989
Si  -2.6831  6.6566  14.6837
Si  -2.6355  -4.0288  14.9114
Si  1.2811  -1.254  14.6331
Si  1.3751  3.2191  14.7165
Si  1.8108  6.3383  14.2921
Si  1.3551  11.05  14.7712
Si  5.0538  -0.2574  14.6719
Si  5.0199  2.2069  14.6345
Si  5.2314  7.0373  14.8995
Si  5.2267  10.2247  14.6253
Si  8.7115  -0.4386  14.3574
Si  9.0398  2.7046  14.6353
Si  9.0749  7.2207  14.9443
Si  7.1537  10.7319  15.929
Si  -0.5508  -0.9398  16.0889
Si  -0.6802  3.0395  15.9069
Si  -0.7149  6.925  15.9273
Si  -0.6463  10.7428  16.0111
Si  3.195  -0.8501  15.9594
Si  3.2519  2.9161  16.0684
Si  3.2807  6.7548  16.0893
Si  3.3311  10.7033  16.0125
Si  6.9897  -0.7714  15.9029
Si  7.0097  2.9642  15.8308
Si  7.1498  6.8723  16.1829
Si  9.2266  10.3619  14.8217
Si  -4.2902  -0.9881  16.1006
Si  10.9009  3.0188  16.0751
Si  11.0015  6.9294  16.1994
Si  11.0457  10.7566  16.2977
Si  -0.0699  1.9639  -4.8606
Si  0.0206  5.8238  -4.831
Si  -0.052  9.6656  -4.7923
Si  0.0165  -1.9813  -4.7077
Si  3.7632  1.8915  -4.7575
Si  3.9206  5.7114  -4.7221
Si  3.8048  9.6228  -4.8099
Si  3.9342  -1.9289  -4.8575
Si  7.6998  1.9791  -4.8474
Si  7.691  5.7147  -4.8191
Si  7.7438  9.7269  -4.7374
Si  7.7416  -1.8755  -4.9534
Si  11.626  1.9075  -4.7839
Si  11.5614  5.8039  -4.7004
Si  11.6822  9.6845  -4.5726
Si  11.6071  -1.9207  -4.567
Si  -1.9337  1.9535  -3.365
Si  -1.91  5.7352  -3.3949
Si  -1.8652  9.6085  -3.2517
Si  -1.8918  -1.9144  -3.2883
Si  1.8319  1.8728  -3.4513
Si  1.9446  5.7828  -3.4091
Si  1.8976  9.6568  -3.4349
Si  1.9916  -2.0324  -3.4616
Si  5.7649  2.0214  -3.4826
Si  5.8266  5.731  -3.3395
Si  5.7699  9.6117  -3.4566
Si  5.8573  -1.815  -3.5296
Si  9.6341  1.8861  -3.4653
Si  9.5979  5.8085  -3.4087
Si  9.6567  9.7588  -3.3397
Si  9.5872  -1.9339  -3.4196
Si  -1.9244  0.0583  -1.9456
Si  -1.9384  3.8527  -1.9027
Si  -1.8914  7.5896  -1.957
Si  -1.8884  11.596  -1.9614
Si  1.8922  -0.1118  -2.1415
Si  1.8905  3.7997  -2.1149
Si  1.9722  7.7627  -2.0295
Si  1.9632  11.5513  -2.0221
Si  5.7896  0.1495  -2.1388
Si  5.7957  3.8217  -1.9149
Si  5.82  7.6744  -2.0091
Si  5.8336  11.6439  -2.3034
Si  9.6207  -0.0563  -2.0532
Si  9.6201  3.8384  -2.1342
Si  9.623  7.8032  -2.0579
Si  9.6136  11.672  -1.9356
Si  0.0677  -0.0562  -0.6419
Si  0.0856  3.7992  -0.5827
Si  0.0692  7.6341  -0.598
Si  0.0548  11.5721  -0.6037
Si  3.8191  0.0357  -0.8013
Si  3.7632  3.7726  -0.657
Si  3.9051  7.7425  -0.5781
Si  4.0069  11.613  -0.8717
Si  7.6711  0.0753  -0.7274
Si  7.8042  3.8599  -0.5932
Si  7.7495  7.7725  -0.6041
Si  7.5751  -3.8003  -0.7414
Si  11.5471  0.0037  -0.6143
Si  11.4519  3.834  -0.6679
Si  11.5546  7.6757  -0.6851
Si  -3.8589  -3.8247  -0.6435
Si  0.6979  1.8221  0.6421
Si  0.8369  5.7152  0.6047
Si  -0.3545  9.6094  0.641
Si  -0.2568  -1.9786  0.7312
Si  3.1366  1.8309  0.6131
Si  3.2641  5.727  0.5732
Si  3.1165  8.6979  4.469
Si  4.4095  -1.9164  0.3838
Si  8.4745  1.8937  0.5774
Si  8.3807  5.844  0.6551
Si  7.1148  9.7478  0.5905
Si  6.8271  -1.8288  0.391
Si  10.8906  1.9154  0.645
Si  10.8196  5.7804  0.5569
Si  -3.5555  9.6312  0.5901
Si  -3.4477  -1.9112  0.7253
Si  -0.7843  2.0763  3.4474
Si  -0.7362  5.0368  3.1101
Si  0.1359  9.0832  3.5734
Si  1.5671  -1.9932  3.4425
Si  4.0864  1.3542  2.7312
Si  4.1775  6.211  3.5223
Si  4.6746  9.7939  0.4643
Si  3.8041  -1.7899  2.6794
Si  7.0283  2.2576  3.2906
Si  7.2612  5.4217  3.6204
Si  7.5957  10.4139  2.8558
Si  7.7542  -1.8846  2.4958
Si  11.5269  2.265  2.9335
Si  -3.5338  5.231  2.5225
Si  10.522  10.2964  3.304
Si  10.7698  -2.0004  2.7046
Si  -0.1909  4.7193  10.741
Si  -3.6662  1.175  10.3184
Si  -2.6597  7.8306  6.9983
Si  3.5128  2.3286  5.5494
Si  0.6066  11.2298  5.4166
Si  9.1083  1.538  9.6241
Si  4.7049  10.8464  3.3797
Si  -3.4859  10.5404  5.932
Si  -2.3331  6.0308  9.304
Si  -1.7958  6.7429  4.2372
Si  5.1831  -1.6899  11.7393
Si  -0.0165  -0.1617  5.46
Si  3.6088  -1.5134  9.1723
Si  3.1638  5.1028  6.2385
Si  -1.6953  -2.7482  9.5242
Si  1.8166  2.3887  10.1431
Si  1.6175  7.0645  11.3513
Si  4.6406  2.9944  11.4963
Si  10.7936  -0.1389  7.887
Si  6.345  -0.8454  7.8686
Si  -3.1438  7.6838  11.735
Si  7.2524  8.4043  7.7743
Si  9.818  10.2585  8.0327
Si  -1.7677  2.499  12.122
Si  -3.4785  10.1948  10.1783
Si  5.6704  3.7941  6.879
Si  1.9643  9.7938  7.7643
Si  1.2966  -3.5518  9.7429
Si  0.7809  1.0398  12.5973
Si  2.6437  6.9989  8.4789
Si  4.4372  8.723  7.2394
Si  10.5938  0.0114  4.9077
Si  8.6913  4.9984  12.6598
Si  8.1508  -0.9422  11.3116
Si  9.0053  -2.3493  8.8771
Si  8.0873  5.6258  6.462
Si  -3.2124  -1.3032  11.965
Si  10.9554  -3.9072  12.6279
Si  -1.6058  -2.5198  6.4967
Si  2.0125  0.7323  7.6229
Si  5.6685  5.6841  12.1643
Si  1.9997  9.9971  11.9675
Si  6.3998  2.0889  9.2603
Si  7.4604  -0.1712  5.0021
Si  5.0751  10.5946  12.3177
Si  6.7085  8.2931  10.8892
Si  10.5622  6.2513  8.0068
Si  9.5248  6.9911  10.8387
O  0.4233  7.0948  14.7204
O  9.9881  -1.2182  14.9774
O  0.1212  1.6032  2.1806
O  0.5158  5.6099  2.234
O  0.4614  9.5988  2.0649
O  1.5266  8.482  4.1816
O  0.5914  -2.0353  2.125
O  5.5512  2.0554  2.6601
O  3.8109  5.4866  2.1179
O  5.7359  5.9257  3.8562
O  4.1611  10.327  1.9358
O  8.0894  1.7461  2.1723
O  7.8542  5.9848  2.2172
O  8.9634  9.8242  3.5558
O  9.3024  -1.3684  2.3306
O  -2.3519  1.9255  3.0588
O  -1.9976  4.8028  2.037
O  -1.9626  9.6491  1.0205
O  -1.844  -1.9324  1.1582
O  -2.2825  -1.1069  13.2847
O  -2.9098  2.6875  13.2609
O  -2.7515  5.0628  14.2785
O  -2.6758  7.5426  13.2874
O  11.0776  -2.3089  12.4295
O  -3.1528  11.0163  13.3983
O  1.4456  10.0315  13.4942
O  1.3285  -2.8511  14.2154
O  1.1619  -0.4081  13.2236
O  1.5517  2.1975  13.4437
O  -2.3548  -4.239  9.6004
O  2.3253  6.8276  12.8113
O  1.511  -4.096  11.2522
O  4.9771  -0.9702  13.1783
O  4.7038  2.6349  13.0758
O  5.8496  2.1801  10.7784
O  7.1889  4.2781  6.6266
O  5.0949  5.9829  13.6538
O  5.2315  8.578  14.3344
O  6.5814  -1.242  11.0719
O  6.2346  9.6887  11.587
O  9.0779  1.1371  14.1588
O  8.4123  -1.067  12.8973
O  1.0785  3.816  10.3244
O  9.1772  3.5738  13.2458
O  9.0846  6.1591  13.7168
O  5.1619  -3.3129  11.8578
O  -0.3796  3.6116  3.7983
O  1.0816  -0.7926  4.4349
O  -1.976  7.3624  8.4096
O  1.4462  -3.3535  4.3317
O  3.2589  2.0019  3.9822
O  4.2777  -0.2497  3.0529
O  3.1976  5.7134  4.7249
O  3.9163  7.8089  3.3531
O  3.6241  10.2409  4.4084
O  4.7024  -2.9877  3.4142
O  7.2401  1.3905  4.6337
O  7.2934  3.8111  3.589
O  8.1732  5.9449  4.8632
O  -1.0893  8.0286  3.5191
O  7.8143  -3.4533  2.8739
O  9.4696  0.767  8.2261
O  10.7169  1.4192  4.0838
O  1.3849  8.674  11.243
O  11.2781  3.8769  3.2112
O  -3.3142  6.4345  3.6338
O  10.6184  -3.5652  3.1124
O  -3.9086  9.9144  4.4865
O  7.434  6.8805  7.2542
O  11.2959  -1.1535  4.0021
O  10.4956  2.146  10.2107
O  -0.9792  3.9012  11.9093
O  4.6954  5.0826  6.8014
O  5.0883  2.731  5.7729
O  1.5504  10.242  6.2682
O  -0.1976  -3.339  6.4708
O  0.6688  0.1611  6.9024
O  -3.8922  0.0999  11.5234
O  0.257  6.1688  11.3393
O  3.5955  10.0018  7.8288
O  9.0518  -0.3777  5.2667
O  6.5267  -0.5649  6.2699
O  9.7576  6.9751  9.2307
O  10.9977  9.6434  8.9999
O  8.6546  9.2021  7.6144
O  -1.8931  7.0069  5.8274
O  10.71  7.7019  11.6713
O  10.5773  10.7809  6.7043
O  -1.1117  4.969  9.41
O  -3.6706  5.3714  8.6226
O  -2.0117  -2.1706  8.0308
O  -2.3499  -1.8517  10.7046
O  6.3192  0.5813  8.6591
O  9.0749  -3.9495  8.704
O  2.6055  3.5858  6.0431
O  2.2872  5.8307  7.3909
O  5.735  7.0687  11.3298
O  1.0936  10.6366  8.806
O  1.7088  2.0199  8.5667
O  4.7463  4.6154  11.3739
O  2.6705  -0.3404  8.6141
O  9.5563  5.3555  7.1092
O  6.7232  8.4841  9.2947
O  9.0258  -2.0202  10.4719
O  10.3208  -1.68  8.1611
O  8.5058  0.532  10.7512
O  9.1333  8.77  14.378
O  7.6136  -1.7709  8.2766
O  -2.369  2.0651  10.6775
O  -0.5166  1.213  4.7784
O  10.9349  10.8964  11.1862
O  -0.8095  1.3259  12.713
O  3.6279  9.9519  11.8987
O  1.4932  4.7431  14.1237
O  3.3178  2.5349  10.7066
O  4.0231  -1.2043  10.7153
O  7.046  -1.0807  3.7179
O  11.3199  0.0756  6.3674
O  5.5412  3.1007  8.3368
O  3.1017  1.0633  6.4633
O  4.1938  7.503  8.3036
O  9.4145  5.4172  11.2706
O  7.9512  2.6095  9.2868
O  -2.6259  6.4292  10.8516
O  1.153  1.1812  11.0251
O  9.5884  -4.2549  13.4409
O  8.2216  7.8505  11.2804
O  -0.3821  10.3051  4.5155
O  5.9946  9.0477  6.9366
O  -2.7236  -3.49  5.8094
O  -3.504  0.3687  8.9074
O  2.6375  -2.8162  9.1945
O  3.6374  8.1839  5.9169
O  11.232  7.3978  7.0499
O  2.4542  6.5783  10.0365
O  1.6453  8.2317  8.0856
O  7.1018  4.9565  12.3893
O  -2.5588  9.4292  6.702
O  10.9952  9.552  1.9422
O  4.9482  -1.6311  8.2297
O  6.1875  10.2077  3.6809
O  -0.08  -2.6983  9.7193
O  -1.3059  -1.1462  5.6725
O  -2.6549  9.0423  10.9832

Results
free energy: -193808.963 eV
free energy less fixed offsets of O -569.03, Si -635.61 eV per atom: -1.283 eV

Forces (eV/angstrom), in the order of the atoms: element, x, y, z
Si  -0.0758  -0.2121  0.291
Si  0.0793  -0.0185  0.3525
Si  0.0015  0.0668  0.3043
Si  0.1222  0.1159  0.3291
Si  -0.0084  0.0614  0.4169
Si  -0.0136  -0.0184  0.3458
Si  0.0985  -0.0614  0.2566
Si  0.0166  0.0175  0.4356
Si  0.0049  0.0542  0.275
Si  0.0455  -0.1255  0.3263
Si  0.0349  0.072  0.3701
Si  0.0425  0.0792  0.0269
Si  -0.2386  0.0742  0.2802
Si  -0.0888  0.0201  0.3874
Si  -0.0222  -0.0589  0.3793
Si  -0.0412  -0.0374  -0.0039
Si  -0.0247  -0.0161  -0.029
Si  0.0014  0.01  0.048
Si  -0.1437  -0.0182  0.1689
Si  -0.0642  0.0137  -0.0359
Si  0.0048  0.0005  0.0041
Si  0.0089  -0.0416  -0.0086
Si  -0.016  -0.0456  -0.0119
Si  0.0005  0.0155  -0.0038
Si  -0.0317  0.062  -0.0529
Si  -0.0111  -0.0146  0.0088
Si  0.0096  -0.0017  -0.0003
Si  -0.0111  0.0247  0.3674
Si  0.2011  0.0577  0.215
Si  -0.0118  -0.029  0.0446
Si  0.021  -0.0092  0.0022
Si  0.0347  -0.021  -0.0005
Si  0.0212  0.0027  -0.0389
Si  -0.035  -0.015  -0.0132
Si  0.0246  0.0095  -0.0184
Si  -0.0584  0.0002  -0.0555
Si  0.0162  -0.0073  -0.0348
Si  -0.0216  0.0048  0.0147
Si  0.0703  0.0073  0.0037
Si  -0.0432  0.003  -0.0252
Si  -0.0141  0.001  -0.0174
Si  0.0361  0.0071  0.0073
Si  -0.0141  0.0208  0.0188
Si  0.0122  -0.0071  -0.023
Si  -0.0353  0.0023  -0.0487
Si  0.0265  0.0039  -0.0186
Si  -0.0083  0.0021  -0.0179
Si  -0.0137  0.015  -0.0604
Si  -0.0195  -0.003  -0.0298
Si  -0.0012  -0.0011  -0.0353
Si  -0.026  -0.0006  0.0399
Si  0.0417  -0.0426  0.0816
Si  -0.0012  0.0157  0.0011
Si  -0.0384  0.0208  -0.016
Si  0.0113  0.0014  0.0201
Si  0.0245  -0.0122  -0.0284
Si  0.0186  0.0446  -0.0334
Si  -0.039  -0.0057  0.0019
Si  0.0289  -0.028  -0.0108
Si  0.0046  -0.0092  0.0543
Si  -0.0076  0.028  0.0136
Si  0.0099  0.0166  0.0198
Si  -0.037  -0.0048  -0.0294
Si  -0.0237  0.025  -0.0108
Si  0.0075  -0.03  0.0263
Si  0.0352  -0.0294  0.0259
Si  0.0096  0.0743  0.0228
Si  0.0248  -0.0012  -0.0383
Si  0.0083  0.0261  0.0538
Si  0.0237  0.0069  0.0722
Si  -0.0017  -0.0544  0.0898
Si  -0.0636  0.0079  0.0018
Si  -0.0333  -0.0342  0.0416
Si  0.0041  -0.0186  0.0323
Si  0.0374  0.0695  0.0745
Si  -0.006  0.0421  0.0432
Si  -0.0027  0.031  0.0279
Si  -0.0056  -0.0336  0.0579
Si  -0.0001  -0.0675  0.0647
Si  0.0577  0.0084  0.0004
Si  0.0032  0.0119  0.0037
Si  0.0365  -0.0067  -0.0082
Si  -0.0018  -0.0659  -0.0354
Si  -0.0284  0.0224  0.0652
Si  0.0145  0.0118  -0.047
Si  -0.0255  0.0048  0.0004
Si  -0.0115  0.0058  -0.0416
Si  0.0329  0.0143  -0.0242
Si  -0.0169  -0.0152  -0.0268
Si  0.03  0.0268  0.032
Si  -0.0239  0.0505  -0.0102
Si  -0.0879  -0.0155  0.014
Si  0.0336  0.0222  -0.0383
Si  -0.0059  0.0115  -0.0024
Si  -0.0229  -0.0934  -0.0028
Si  0.0167  0.0161  0.0144
Si  0.1218  0.0195  -0.3169
Si  0.0712  0.0192  -0.3233
Si  0.0339  -0.025  -0.3688
Si  0.1003  -0.0056  -0.4959
Si  -0.0103  -0.0216  -0.0308
Si  -0.1467  -0.0002  -0.3123
Si  -0.0388  0.026  -0.073
Si  -0.0044  -0.0184  0.0121
Si  0.1068  0.0321  -0.3044
Si  0.1851  0.0022  -0.3375
Si  -0.0328  -0.0386  0.0229
Si  0.0082  0.0368  -0.0676
Si  0.01  0.0479  -0.0582
Si  0.0016  0.0042  -0.0435
Si  -0.0222  0.0235  -0.365
Si  -0.1712  0.022  -0.1891
Si  -0.0341  -0.0081  -0.2038
Si  -0.1114  0.1026  -0.0678
Si  0.0339  -0.0393  -0.0781
Si  -0.0007  0.0185  -0.108
Si  -0.0798  0.0326  -0.3446
Si  -0.0414  -0.0212  -0.1685
Si  0.192  -0.0993  -0.3293
Si  -0.0698  -0.0494  -0.3108
Si  0.0811  -0.0624  -0.1967
Si  -0.0151  -0.0531  -0.2122
Si  -0.085  -0.0337  -0.4201
Si  -0.1334  -0.0442  -0.2767
Si  -0.0031  -0.0283  -0.3047
Si  -0.1216  -0.0085  -0.3035
Si  -0.035  0.0749  -0.1559
Si  0.0335  -0.0603  -0.1796
Si  0.0038  -0.0813  0.0511
Si  -0.0416  -0.0991  -0.0067
Si  -0.0731  -0.0526  -0.0481
Si  0.0461  0.0747  -0.0418
Si  -0.0563  0.0778  -0.0951
Si  0.0591  -0.1908  -0.0089
Si  0.1524  -0.0313  -0.282
Si  -0.037  -0.0335  -0.0366
Si  -0.0036  0.06  0.0024
Si  0.0845  -0.1401  -0.123
Si  0.0374  -0.0123  0.167
Si  0.0422  -0.0351  -0.114
Si  0.0295  -0.0108  0.0264
Si  0.1002  -0.0321  -0.0944
Si  -0.0484  -0.0567  0.1022
Si  -0.0639  -0.0022  0.12
Si  0.0041  -0.0152  0.1268
Si  0.0077  -0.0195  0.1217
Si  -0.1101  0.0948  0.0612
Si  0.0367  0.0385  0.0223
Si  -0.0402  -0.0431  0.0856
Si  0.0205  -0.0028  0.0459
Si  0.0579  0.0186  -0.0196
Si  0.0703  0.0264  0.1162
Si  -0.0081  0.1084  0.1178
Si  -0.1199  -0.0139  -0.047
Si  0.096  -0.0535  -0.0319
Si  0.0193  -0.005  0.0215
Si  0.0366  0.0581  0.143
Si  0.0353  0.1177  -0.0408
Si  -0.1256  0.0304  -0.0365
Si  -0.0814  0.0268  -0.1262
Si  -0.0457  0.1006  0.1919
Si  -0.0111  0.0375  0.0994
Si  -0.0314  0.1354  0.0103
Si  -0.0515  0.0777  -0.0532
Si  0.101  -0.0855  0.1131
Si  0.1607  -0.042  0.2233
Si  0.1063  -0.082  -0.0143
Si  -0.0212  0.0152  -0.057
Si  0.1298  0.0224  0.1639
Si  0.0794  0.0171  0.1233
Si  0.0079  -0.0687  -0.0377
Si  0.0826  -0.0408  -0.1096
Si  -0.031  0.0247  0.374
Si  0.0203  -0.0329  0.0767
Si  0.069  0.0773  0.0594
Si  -0.0019  -0.0491  0.0511
O  -0.0167  0.1041  -0.1014
O  0.0323  -0.0998  -0.0518
O  -0.0014  -0.1068  0.1294
O  0.1085  0.0672  0.195
O  0.158  0.0628  0.1033
O  0.0352  -0.1229  0.0585
O  0.168  -0.0004  0.2264
O  -0.0367  0.0752  -0.0718
O  0.0775  -0.0808  0.1677
O  0.0366  0.0421  0.0896
O  -0.1856  0.057  0.047
O  -0.0209  -0.0115  0.2007
O  -0.0878  0.0781  0.1891
O  0.0184  -0.1891  0.2106
O  0.0967  0.1398  -0.1359
O  -0.0026  -0.0932  -0.0118
O  0.0881  -0.0493  -0.0544
O  -0.008  -0.0232  0.1502
O  -0.1047  0.0386  0.1848
O  0.1616  0.151  -0.181
O  -0.1469  -0.1029  -0.0959
O  -0.0296  0.0136  -0.1268
O  0.0584  0.1429  -0.134
O  -0.2148  0.1191  -0.0502
O  0.0504  -0.1521  -0.2383
O  -0.0903  -0.1258  -0.132
O  0.0305  0.0373  -0.185
O  0.0005  -0.0415  -0.2406
O  0.138  -0.0542  -0.0784
O  0.072  -0.0968  -0.0626
O  0.136  0.0737  -0.1644
O  -0.0802  0.1218  0.0653
O  -0.0541  -0.0782  -0.1868
O  -0.0195  -0.0002  -0.1074
O  0.0833  -0.0889  0.0723
O  0.1294  -0.1135  0.0294
O  -0.0766  -0.137  -0.0911
O  -0.0377  0.0701  -0.0726
O  0.0017  0.0208  -0.127
O  0.1767  -0.0178  -0.1351
O  0.0687  0.0598  -0.1401
O  0.0153  -0.1544  -0.1153
O  0.0905  0.0762  -0.0985
O  0.0663  -0.0465  -0.2282
O  0.0831  -0.0462  -0.1315
O  0.0323  0.0707  -0.1098
O  0.0763  0.0674  0.2664
O  0.0758  0.0996  0.051
O  0.2095  0.1434  0.0336
O  0.1243  -0.0942  0.0606
O  -0.1709  0.0671  0.0946
O  0.0129  -0.011  0.1295
O  -0.1581  -0.0381  0.0162
O  0.0819  0.0585  -0.1188
O  -0.1029  0.1399  0.1962
O  0.0044  0.0538  0.2139
O  -0.0126  0.1153  0.2158
O  0.0274  0.0054  0.0975
O  0.1743  0.1288  0.0086
O  -0.0587  0.0476  -0.0698
O  0.0281  -0.0207  0.1472
O  -0.1266  0.0806  -0.1571
O  -0.07  0.0597  0.1874
O  -0.148  0.0469  -0.1252
O  -0.1643  0.0132  0.1919
O  -0.0888  0.1636  0.184
O  0.0229  0.016  0.0994
O  0.1184  -0.1453  0.0418
O  -0.072  -0.0125  0.0264
O  0.1905  0.0028  0.1713
O  0.0087  0.3047  0.1055
O  -0.0107  0.1357  0.0475
O  0.0963  0.1656  0.1158
O  0.1718  -0.1062  -0.0875
O  0.0585  -0.0599  -0.0201
O  0.0701  0.0124  0.1328
O  -0.0784  -0.0093  0.1475
O  -0.1111  0.0503  0.0914
O  -0.1331  0.0409  0.0284
O  0.1691  0.2395  0.1027
O  0.012  -0.0644  0.1288
O  -0.1286  -0.0432  -0.0115
O  -0.0761  0.0405  -0.0649
O  -0.0231  -0.1088  -0.0156
O  0.029  0.0281  -0.0843
O  0.1389  -0.1132  0.1216
O  -0.0957  0.1182  0.0914
O  -0.1276  0.1194  -0.049
O  0.0233  -0.1104  -0.2312
O  -0.0283  -0.3038  -0.004
O  -0.082  0.1225  0.0191
O  0.1187  0.0221  -0.109
O  -0.0346  -0.0143  -0.0077
O  -0.1242  -0.0216  0.0717
O  -0.2822  0.0108  0.0447
O  -0.1951  -0.0743  0.039
O  -0.1347  0.0308  -0.1344
O  -0.1573  -0.0693  0.0077
O  -0.0784  0.1209  -0.0707
O  -0.1209  0.1048  -0.192
O  -0.0333  -0.0013  0.0551
O  0.0742  -0.2084  -0.064
O  -0.0801  0.0485  -0.032
O  0.0909  -0.1712  0.0586
O  0.0981  -0.16  -0.0578
O  -0.0466  0.0936  0.1008
O  0.0117  0.0101  -0.1608
O  -0.0749  -0.098  -0.0616
O  0.0476  0.0756  -0.2173
O  -0.0317  0.0506  0.1608
O  -0.1903  -0.0229  -0.1269
O  -0.1321  -0.1331  0.0463
O  -0.0581  -0.1116  -0.1581
O  -0.0354  0.0179  -0.1436
O  0.0305  -0.0075  -0.067
O  -0.1297  0.1176  0.0574
O  -0.1739  0.0292  0.1417
O  0.2061  0.0479  0.0254
O  -0.0759  0.067  0.0923
O  0.0864  -0.1488  -0.0163
O  0.1619  -0.1274  0.1654
O  0.0845  -0.193  -0.1822
O  0.0693  0.2501  -0.0441
O  0.0472  -0.1179  0.0807
O  -0.0028  -0.1716  -0.1533
O  -0.1239  0.0975  -0.1891
O  0.0486  0.1222  0.0923
O  -0.2077  0.018  0.0314
O  0.0932  0.1252  -0.1303
O  -0.0705  0.0587  -0.0924
O  0.2325  -0.0346  -0.1121
O  0.0604  -0.0406  -0.0867
O  -0.01  -0.1318  0.0328
O  -0.1609  0.0506  -0.1303
O  0.1165  -0.1364  -0.0096
O  -0.2646  -0.0605  0.011
O  -0.0255  -0.1325  -0.0562
O  0.1511  0.0672  0.0737
O  -0.0896  -0.1367  0.1266
O  0.0067  -0.1473  -0.1221
O  0.0189  -0.1024  0.2701
O  0.03  0.1347  0.0566
O  -0.1897  0.041  -0.0403
O  0.2041  0.063  -0.0329

The program warned: the cutoff lies below the one the program advises for these potential files.
